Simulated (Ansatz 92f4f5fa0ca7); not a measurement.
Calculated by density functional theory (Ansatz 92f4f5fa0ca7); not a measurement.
Periodic cell of 226 atoms, Si133O92P1, from a study of silicon, its oxide and their interface. The atomic structure is a simulated model.
Doubt: the cutoff is far below the 930 eV that the study's wrapper takes by default for these files, so forces and energies are approximate.
This geometry differs little from another in the collection (a relaxation step or a small displacement).

Settings
functional: PBE
potential files: Ansatz PAW
basis: plane waves
wave-function cutoff: 580 eV
density cutoff ratio: 5
exchange-correlation grid ratio: 1
k mesh: 1 x 1 x 1, Gamma-centred
self-consistency stop: 5e-08 eV per atom in the density residual
occupations: fixed
spin: none
net charge: +1 e, with a uniform compensating background and no finite-size correction

Cell vectors (angstrom)
a 10.938 0 0
b 0 10.938 0
c 0 0 31.9494

Atoms: element, x, y, z (angstrom)
Si 10.6249 -0.0015 24.4162
Si 5.0738 0.1186 24.6622
Si 2.8185 2.2892 24.5318
Si 8.568 2.4344 24.5619
Si 10.7057 5.5828 24.3333
Si 5.1559 5.6112 24.4477
Si 2.9861 7.9519 24.4047
Si 8.4131 7.8274 24.4165
Si 1.2893 1.1276 25.8435
Si 6.8133 1.3255 25.7387
Si 3.9823 4.009 25.7323
Si 9.686 4.0195 25.8546
Si 1.3358 6.7927 25.6693
Si 6.8001 6.7192 25.7542
Si 3.9974 9.4636 25.9599
Si 9.4795 9.439 25.8013
Si 2.6315 -0.1362 27.2938
Si 8.137 -0.0683 27.1459
Si 0.0764 2.6516 27.2146
Si 5.4494 2.7192 27.1102
Si 2.6642 5.4158 27.1105
Si 8.1888 5.3665 27.1354
Si 0.0084 8.1512 27.131
Si 5.5081 8.1385 27.1851
Si 4.0836 1.3267 28.4963
Si 9.5416 1.3151 28.5098
Si 1.3866 4.0667 28.5673
Si 6.8045 4.0583 28.5259
Si 4.0773 6.7758 28.4956
Si 9.5557 6.7797 28.4823
Si 1.2858 9.4786 28.6333
Si 6.8208 9.5363 28.5651
Si -0.047 -0.0204 29.939
Si 5.4478 -0.0123 29.8987
Si 2.77 2.7144 29.9022
Si 8.184 2.7031 29.8799
Si -0.019 5.4412 29.8921
Si 5.4556 5.446 29.8952
Si 2.7316 8.1453 29.9166
Si 8.2219 8.1746 29.8826
Si 1.3657 1.3784 31.2576
Si 6.8196 1.3663 31.264
Si 4.112 4.0829 31.284
Si 9.5455 4.0862 31.2561
Si 1.348 6.8119 31.2786
Si 6.8299 6.8444 31.2504
Si 4.0815 9.5663 31.2672
Si 9.5442 9.5455 31.2959
Si 2.7354 0.0261 0.6876
Si 8.1948 0.0182 0.6798
Si 0.0053 2.7569 0.6843
Si 5.4847 2.7457 0.7144
Si 2.7332 5.4634 0.681
Si 8.21 5.496 0.675
Si 0.0099 8.2161 0.7145
Si 5.4783 8.2317 0.6866
Si 4.1001 1.3924 2.0831
Si 9.5953 1.3668 2.0386
Si 1.3512 4.1527 2.0665
Si 6.848 4.1553 2.0492
Si 4.09 6.8607 2.0282
Si 9.5763 6.8521 2.0831
Si 1.3632 9.6319 2.0658
Si 6.8276 9.6354 2.0584
Si 0.0203 0.0544 3.4794
Si 5.4852 0.0508 3.4745
Si 2.7078 2.787 3.4139
Si 8.259 2.7905 3.3494
Si 0.0286 5.5243 3.4959
Si 5.4719 5.5392 3.4116
Si 2.7372 8.2516 3.3857
Si 8.2359 8.3059 3.3946
Si 1.37 1.4743 4.8505
Si 6.9124 1.4931 4.7433
Si 4.0821 4.1676 4.7546
Si 9.5976 4.0867 4.7966
Si 1.3663 7.0156 4.8493
Si 6.8393 6.9785 4.7265
Si 4.0652 9.5864 4.7952
Si 9.6123 9.5956 4.8474
Si 2.7436 0.0556 6.1448
Si 8.2842 0.1282 6.1072
Si 0.026 2.8201 6.318
Si 5.5037 2.8453 6.088
Si 2.7485 5.5972 6.1275
Si 8.2543 5.6097 5.9744
Si 0.0353 8.3301 6.3788
Si 5.5098 8.3265 6.2063
Si 4.4037 1.1942 7.3426
Si 9.8059 1.1748 7.6317
Si 1.18 4.524 7.5455
Si 6.6281 4.5571 7.2476
P 4.3183 6.7368 7.4664
Si 9.7278 6.6362 7.5128
Si 1.2638 9.9634 7.6995
Si 6.7138 9.9906 7.4585
O 9.5832 1.2367 23.9841
O 4.1029 6.8007 23.9483
O 4.0097 1.2356 24.036
O 9.5329 6.6963 23.903
O -0.0163 5.5794 8.0292
O 5.5463 0.135 7.9344
O 0.0642 0.1114 8.1683
O 5.464 5.6883 7.8593
O 7.5189 4.0398 8.506
O 8.7075 7.0654 8.7535
O 2.2028 9.4362 9.0037
O 8.8585 1.7358 8.8914
O 7.6077 9.4909 8.7437
O 3.572 1.844 8.5927
O 3.6102 7.2187 8.8294
O 2.0851 4.0602 8.8455
O 8.1381 3.4905 23.3647
O 0.4481 4.9265 22.955
O 1.8947 2.7381 23.2499
O 5.8319 4.9053 23.1194
O 5.5191 9.9781 23.5066
O 2.4434 8.6894 23.0249
O 0.1916 10.0639 23.0886
O 7.7797 8.5679 23.0775
Si 8.663 7.6917 18.4366
Si 8.8036 6.3687 13.6425
Si 3.8009 1.5376 14.7452
Si 2.1448 5.7424 17.6367
Si 2.4194 3.1337 19.4925
Si 9.8439 9.0362 12.0795
Si 1.3311 9.4168 22.075
Si 9.1815 0.967 13.1909
Si 1.4224 5.0548 13.0291
Si 1.8183 8.2474 12.7988
Si 6.6452 9.5474 22.4245
Si 4.5378 4.5974 15.7231
Si 8.1902 3.0585 9.6059
Si 0.8431 8.2408 19.2621
Si 6.9504 1.3431 21.0905
Si 8.2348 8.3213 9.6979
Si 10.8939 5.2001 15.6185
Si 7.5748 9.491 16.3077
Si 9.9325 2.0471 20.2977
Si 3.2351 8.5182 9.8972
Si 6.7056 3.3359 17.4122
Si 1.1686 0.2023 19.8008
Si 3.2337 2.819 12.3207
Si 7.2242 5.3873 19.6825
Si 5.7607 8.6565 11.5584
Si 5.795 6.0748 13.2174
Si 4.6402 9.6955 17.6155
Si 1.0195 3.5911 22.1728
Si 4.9006 1.4734 18.7984
Si 3.2018 3.1003 9.5436
Si 6.4541 10.8179 13.7881
Si 10.359 0.1124 15.9609
Si 5.6676 3.6586 11.1796
Si 9.8469 3.9079 11.9099
Si 2.3547 9.914 15.5352
Si 6.0802 8.114 19.7947
Si 6.9361 3.9688 22.3719
Si 9.7615 2.7646 17.366
O 7.2096 6.4039 13.9674
O 1.8869 7.0527 18.6817
O 10.2959 4.0257 16.5259
O 6.1702 9.952 17.0369
O 10.1568 0.713 14.4594
O 8.4501 6.1095 18.852
O 5.177 0.6887 14.4243
O 5.7228 2.0466 17.5195
O 8.3483 1.9316 20.5517
O 1.9968 4.2919 18.4054
O 6.9679 2.7953 10.6695
O 4.8683 2.7089 12.2297
O 6.0425 4.385 16.3485
O 4.5844 3.9213 9.9392
O 10.6878 2.7661 21.5568
O 9.7304 6.1627 14.9792
O 6.0124 6.4782 19.8356
O 4.088 0.1605 18.2702
O 9.2824 10.5552 12.264
O 2.8591 4.3657 12.7118
O 1.9137 10.6981 21.2099
O 3.9967 2.7114 19.3808
O 0.7373 10.0318 15.9336
O 1.2797 9.7971 18.8325
O 1.7139 1.6567 19.2704
O 8.947 10.383 16.4739
O 4.8806 8.5726 18.7812
O 9.5926 8.7516 10.4839
O 6.7581 4.0741 18.8592
O 2.8395 1.7183 13.4189
O 5.8287 8.765 21.2592
O 2.5469 2.4561 10.889
O 7.6209 4.8475 21.1736
O 5.2038 7.4732 12.557
O 0.4751 9.0757 12.4458
O 7.5861 1.0498 13.5542
O 7.113 9.6274 14.7302
O 8.9881 5.0405 12.7029
O 8.0992 8.0317 16.9048
O 6.2157 2.5703 21.8995
O 2.4812 9.0666 14.0833
O 0.4333 4.4898 11.8561
O 0.8132 8.3125 20.9346
O 9.3846 3.86 10.348
O 9.6555 2.3881 12.5132
O 7.6242 8.5567 19.3869
O 2.5767 8.1251 11.328
O 3.9845 3.0581 15.3771
O 0.8282 4.4914 14.4335
O 10.0554 2.986 18.9568
O 9.1863 7.81 12.9511
O 10.5157 0.5272 20.0779
O 6.0391 5.0476 11.9441
O 8.1621 2.7311 17.0099
O 3.5452 5.4762 16.7362
O 4.7037 9.0803 10.3427
O 1.539 6.677 13.1643
O 4.7736 5.4886 14.3543
O 2.05 3.8428 20.9244
O 10.56 1.3997 16.9446
O 0.9606 6.0639 16.5542
O 7.3297 10.9476 21.9441
O 5.9323 0.9013 19.9161
O 6.0525 10.03 12.3946
O 2.857 0.5362 15.6042
O 7.0707 8 10.8012
O 10.2486 8.0102 18.6831
O 3.4541 9.1842 16.5628

Results
free energy: -137631.935 eV
free energy less fixed offsets of O -568.88, P -755.39, Si -635.61 eV per atom: -3.455 eV

Forces (eV/angstrom), in the order of the atoms: element, x, y, z
Si -0.0018 -0.0029 -0.0008
Si 0.0018 0.0007 -0.0016
Si 0.0005 0.0034 -0.0007
Si -0.0012 -0.0006 -0.0024
Si 0.0032 0.0016 0.0007
Si -0.0004 -0.003 -0.0015
Si -0.0019 -0.0003 -0.0035
Si -0.0005 0.0027 0.0003
Si 0.0014 0.0002 -0.0028
Si -0.0024 0 -0.0009
Si -0.0001 -0.0016 -0.0019
Si -0.0001 0.0006 -0.0025
Si -0.0032 -0.0008 -0.0003
Si 0.0011 0.0005 -0.0036
Si -0.0007 0.0028 -0.0009
Si -0.0007 -0.001 -0.0018
Si -0.0001 -0.0028 0.0012
Si 0.0028 0.0015 -0.0002
Si -0.0012 0 0.002
Si -0.0002 -0.0008 0.0005
Si 0.0006 0.002 0.0001
Si -0.0012 -0.002 0.0037
Si 0.0034 0.0014 0.0002
Si -0.0003 -0.0003 0.0026
Si 0.0014 0.001 -0.0013
Si -0.001 -0.0018 0
Si 0.0012 -0.0005 -0.0001
Si 0.0006 0 0.0009
Si -0.0002 -0.0015 0.0011
Si 0.0001 -0.001 -0.0001
Si -0.0018 -0.0014 -0.0005
Si -0.0006 -0.0008 0
Si 0.0023 0.0004 -0.0004
Si -0.0008 0.0003 0.0005
Si -0.0011 -0.0012 0.0013
Si -0.0006 0.0017 -0.0009
Si -0.0019 0.0005 0.0007
Si 0.0006 0.0012 -0.0004
Si 0.0007 0.0014 -0.0008
Si 0 -0.0006 0.0013
Si -0.0017 -0.0001 -0.0001
Si 0.001 -0.0004 -0.0001
Si 0.0014 0.0015 -0.0002
Si 0.0004 -0.0009 0.0004
Si 0.0007 0.0013 0.0004
Si -0.0015 -0.0013 -0.0001
Si -0.001 -0.0022 0.0003
Si 0 0.0007 -0.0002
Si 0.0012 0.0021 -0.0008
Si -0.0004 -0.0013 -0.0002
Si 0.0015 0.0002 -0.0005
Si -0.0017 -0.0007 0.0004
Si -0.0012 -0.0011 0.0006
Si 0.001 0.0023 -0.0009
Si -0.0016 -0.0022 -0.0002
Si 0.0014 0.0014 0
Si 0.0007 -0.0003 0
Si 0.0001 0.0002 -0.0004
Si -0.0016 0.0002 -0.0006
Si -0.0005 0.0004 -0.0012
Si 0.0005 -0.0006 -0.0014
Si 0 0.0007 -0.0001
Si 0.0021 -0.0034 -0.0007
Si -0.0008 -0.0006 -0.0005
Si -0.0034 0.0046 0.0005
Si -0.0017 -0.0001 0.0039
Si 0.0044 0.0038 0.0009
Si 0.0026 -0.0015 0
Si 0.0027 0.0034 0.0021
Si 0.0002 0.0006 0.0014
Si 0.0014 0.0014 -0.0034
Si 0.0006 -0.0024 0.0009
Si 0 -0.0001 0.0014
Si -0.0003 -0.0067 -0.0044
Si -0.0016 -0.0038 -0.0044
Si 0.0015 0.0028 0.0021
Si -0.0064 -0.0078 0.004
Si 0.0006 0.0033 -0.0002
Si 0.0099 0.0028 0.0016
Si -0.0047 0.0006 -0.003
Si -0.0013 -0.0021 0.0063
Si 0.004 0.0026 0.0001
Si -0.0048 -0.0045 -0.0013
Si -0.0041 0.0018 0.0058
Si -0.0035 0.0024 -0.0002
Si 0.0037 -0.0009 0.0048
Si 0.0078 -0.0027 0.0072
Si -0.005 -0.0049 -0.0022
Si -0.0043 0.0005 -0.0063
Si 0.0014 -0.002 -0.0021
Si -0.0047 0.0109 0.0047
Si 0.0046 0.0041 0.0127
P 0.0108 0.0102 -0.0164
Si -0.0025 -0.0025 -0.0121
Si 0.0027 -0.0043 -0.0064
Si -0.0091 0.0009 0.0062
O 0.0015 0.0021 0.0019
O 0.0009 0.0018 0.0021
O -0.0007 -0.0011 0.0016
O -0.0004 -0.0009 0.0007
O -0.0004 -0.0082 0.0013
O 0.0116 -0.0018 0.0003
O -0.0049 0.0058 0.0014
O 0.0038 -0.0055 -0.0051
O -0.008 0.0065 -0.0191
O 0.0008 0.0002 0.0009
O -0.0005 -0.0006 -0.0002
O 0.0003 -0.0008 -0.0014
O -0.002 0.0019 -0.0038
O 0.0012 -0.0026 -0.0016
O -0.0049 -0.0027 0.0187
O -0.0014 0.0012 -0.0058
O 0.0008 -0.0005 0.0026
O -0.0005 -0.0004 0.0007
O 0.0007 -0.0016 0.0021
O -0.0007 0.001 0.0019
O -0.0012 0.0004 0.0028
O 0.001 -0.0006 0.0024
O 0.0001 0.0006 0.0018
O 0.0001 -0.0005 0.0007
Si 0 -0.0001 -0.0004
Si 0.0005 -0.0001 0.0038
Si 0 0 0.0032
Si -0.0001 0 0.0001
Si -0.0001 0 -0.0017
Si 0.0015 0 0.0036
Si -0.0001 -0.0002 -0.003
Si 0.0001 -0.0004 0.0034
Si -0.0002 0.0002 0.0035
Si -0.0008 0.0001 0.004
Si 0.0009 -0.0006 -0.0023
Si 0 -0.0001 0.0025
Si 0.0031 -0.0006 0.0084
Si 0 -0.0002 -0.0018
Si 0.0001 -0.0002 -0.0021
Si 0.0015 -0.001 0.0051
Si 0.0001 -0.0001 0.0025
Si 0 -0.0002 0.0018
Si 0 -0.0002 -0.002
Si -0.0016 0.0023 0.0034
Si 0 -0.0001 0.0001
Si 0 0.0001 -0.0017
Si -0.0006 -0.0002 0.0042
Si -0.0002 -0.0001 -0.0018
Si 0 0.0002 0.0042
Si -0.0001 0 0.0037
Si 0 -0.0001 0.0001
Si -0.0002 0.0003 -0.0026
Si -0.0001 -0.0002 -0.0011
Si 0.0025 -0.0027 0.0055
Si 0 -0.0001 0.0037
Si 0.0001 -0.0001 0.0019
Si -0.0005 -0.0001 0.0038
Si 0.0001 0 0.0028
Si 0.0001 0.0001 0.002
Si 0.0001 -0.0001 -0.0015
Si -0.0004 0.0004 -0.0025
Si -0.0002 0 0.0003
O -0.0001 -0.0001 -0.0015
O -0.0002 0.0001 0.0007
O 0.0001 0.0001 -0.0007
O 0.0003 -0.0001 -0.0005
O -0.0002 0 -0.0017
O 0.0001 0 0.0006
O 0.0003 -0.0002 -0.0015
O -0.0001 0 0
O -0.0001 -0.0001 0.001
O 0.0001 -0.0001 0.0005
O -0.0004 -0.0003 0
O 0.0005 0 -0.0018
O -0.0002 0.0001 -0.0007
O -0.0009 0.0014 -0.0007
O 0.0001 0 0.0011
O -0.0006 0.0002 -0.0014
O 0 -0.0001 0.0009
O 0 -0.0001 0.0004
O -0.0001 -0.0003 -0.0017
O 0 -0.0004 -0.0015
O 0 -0.0004 0.0015
O 0 -0.0001 0.0008
O 0 0 -0.0008
O 0 0 0.0007
O 0 0 0.0007
O 0.0002 0 -0.0006
O -0.0001 -0.0001 0.0005
O -0.0009 0.0001 -0.0017
O 0 -0.0001 0.0006
O 0.0001 0.0004 -0.0021
O 0.0001 0.0003 0.0013
O -0.0003 0.0003 -0.002
O -0.0002 -0.0004 0.0014
O 0.0001 0.0004 -0.002
O 0 -0.0005 -0.0017
O 0.0002 -0.0001 -0.0013
O -0.0003 0.0003 -0.0016
O -0.0002 -0.0001 -0.0012
O 0 0.0001 -0.0004
O 0.0001 0.0003 0.0014
O -0.0003 -0.0007 -0.002
O 0 -0.0005 -0.0012
O 0.0002 0.0003 0.0017
O -0.0005 -0.0003 -0.0009
O 0.0003 -0.0001 -0.001
O -0.0001 -0.0001 0.0007
O 0.0008 0.0006 -0.0041
O -0.0001 -0.0003 -0.0012
O 0.0002 -0.0002 -0.0019
O 0.0001 -0.0001 0.0007
O -0.0001 0.0006 -0.0016
O -0.0001 0 0.0008
O 0.0002 -0.0003 -0.0018
O -0.0001 -0.0001 -0.0001
O 0.0002 -0.0002 -0.0006
O -0.0004 -0.001 -0.0019
O 0.0003 0.0008 -0.0019
O 0.0002 0.0003 -0.0019
O -0.0002 0 0.0014
O 0.0001 -0.0005 -0.0004
O 0 0 -0.0005
O -0.0003 -0.0002 0.001
O 0.0001 -0.0002 0.001
O -0.0002 -0.0006 -0.0022
O 0.0001 0.0002 -0.001
O 0 0.0005 -0.0023
O 0 -0.0001 0.0005
O -0.0003 0 -0.0005

The program warned: the cutoff lies below the one the program advises for these potential files; the exchange-correlation potential is rough where the density is thin.
